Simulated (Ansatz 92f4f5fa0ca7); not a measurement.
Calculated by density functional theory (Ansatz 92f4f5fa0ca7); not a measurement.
Periodic cell of 296 atoms, Si152O112H32, with a vacuum gap, from a study of silicon, its oxide and their interface. The atomic structure is a simulated model.

Settings: functional r2SCAN; potential files Ansatz PAW; basis plane waves; wave-function cutoff 800 eV; density cutoff ratio 5; exchange-correlation grid ratio 1; k mesh 1 x 1 x 1, shifted by 0.5 0.5 0 of a step; self-consistency stop 1e-11 eV per atom in the density residual; occupations fixed; spin none; net charge 0; applied field sawtooth along c, amplitude +0.015 V/angstrom in the program's sign convention, ramp centred at 0.9900 of c and 0.0200 of c wide, no dipole correction.

Cell vectors (angstrom)
a  10.887  0  0
b  0  10.887  0
c  0  0  49.9954

Atoms and the computed forces on them: element, x, y, z (angstrom), force x, y, z (eV/angstrom)
Si  0.4478  -0.017  35.0393  0.0014  -0.0059  0.0218
Si  3.1948  2.5562  35.0848  0.0036  -0.0023  0.0253
Si  -0.2559  5.4543  34.8813  -0.0033  0.0039  0.024
Si  2.4827  8.5338  35.0219  -0.007  -0.0023  0.0248
Si  5.2944  0.2706  34.9174  -0.0037  0.0054  0.0277
Si  7.8633  3.0661  35.1187  -0.0019  -0.0005  0.0248
Si  5.7158  5.2966  34.954  0.0042  -0.0065  0.0248
Si  8.5905  7.8668  34.8453  0.0049  -0.0029  0.0266
Si  1.575  1.44  36.4155  0.0012  -0.0001  -0.002
Si  4.264  4.1255  36.3949  -0.0029  -0.0039  -0.0014
Si  1.3496  6.771  36.1301  0.0043  0.0022  -0.0017
Si  4.1152  9.6196  36.2981  0.0002  -0.0015  0.0005
Si  6.7782  1.406  36.339  0.0022  0.0014  -0.008
Si  9.4832  4.1352  36.4104  -0.0009  0.0017  -0.0018
Si  6.933  6.8511  36.2271  0.0008  0.0012  0.0008
Si  9.6547  9.5652  36.1351  -0.0008  -0.0006  -0.0013
Si  0.0455  2.7456  37.6426  -0.0013  -0.0014  -0.0161
Si  2.8377  0.0427  37.7764  -0.0047  -0.0003  -0.0094
Si  0.0486  8.1671  37.5804  0.001  -0.0028  -0.013
Si  2.743  5.4772  37.5673  0.0007  -0.002  -0.0173
Si  5.5143  2.7438  37.7943  0.0009  -0.0009  -0.0078
Si  8.2271  -0.0135  37.5402  -0.0017  0.0043  -0.0116
Si  5.5044  8.1944  37.5574  -0.0032  -0.0003  -0.0157
Si  8.1684  5.5109  37.7414  0.0038  -0.0047  -0.0182
Si  1.3882  4.13  38.9771  0.0051  -0.0026  0.0039
Si  4.1367  1.4038  39.1235  0.0015  0.0119  0.0054
Si  1.4099  9.5078  38.9872  -0.0002  -0.0014  0.0087
Si  4.1227  6.8258  38.9303  -0.0016  -0.0043  0.007
Si  6.8643  4.109  39.0956  0.0042  0  0.0128
Si  9.5679  1.3385  38.9561  0.0021  0.0069  -0.002
Si  6.8476  9.5469  38.9411  0.0079  0.0015  0.0032
Si  9.5611  6.8752  39.0141  0.0006  0.0031  0.0078
Si  0.0207  -0.0251  40.3348  -0.0127  0.0063  0.0173
Si  2.7054  2.7544  40.3826  -0.0116  -0.0006  0.0209
Si  0.0176  5.4698  40.3444  0.0023  -0.012  0.0177
Si  2.7679  8.1566  40.3394  -0.0027  -0.0031  0.016
Si  5.5038  -0.0098  40.3691  -0.0034  -0.0064  0.0233
Si  8.2238  2.6956  40.3702  -0.0007  -0.0101  0.0119
Si  5.4316  5.4582  40.3599  -0.0048  -0.0044  0.0156
Si  8.1644  8.1935  40.3558  0.0029  -0.0165  0.0166
Si  1.3507  1.356  41.7116  0.0134  0.0007  0.1746
Si  4.0739  4.0969  41.7238  0.0179  0.006  0.1741
Si  1.3836  6.8073  41.6982  0.0063  0.0133  0.1813
Si  4.1118  9.525  41.7069  -0.0307  -0.0224  0.187
Si  6.8337  1.3468  41.725  0.0468  0.0587  0.1826
Si  9.557  4.0824  41.7103  0.0038  0.011  0.1786
Si  6.8007  6.8095  41.7098  0.0223  0.0169  0.1802
Si  9.5307  9.5309  41.7106  0.0158  0.0051  0.1796
Si  -0.0094  2.7085  43.079  0.0798  0.0454  0.3257
Si  2.7196  -0.0153  43.0588  0.0177  0.0656  0.2167
Si  -0.0116  8.1391  43.0513  0.1108  0.1172  0.2713
Si  2.7009  5.433  43.0684  0.0914  0.0924  0.4273
Si  5.4224  2.6942  43.0532  0.1302  0.1277  0.2855
Si  8.1693  -0.0182  43.0775  0.1029  0.0943  0.4248
Si  5.4354  8.1512  43.0749  0.0893  0.0351  0.3497
Si  8.149  5.414  43.0599  0.0732  0.0822  0.1989
Si  1.3487  4.068  6.9374  -0.0507  -0.0479  -0.317
Si  4.057  1.3494  6.9486  -0.0351  -0.072  -0.1411
Si  1.3319  9.5092  6.9113  -0.1162  -0.0674  -0.3098
Si  4.0392  6.7987  6.9195  -0.1157  -0.1192  -0.4087
Si  6.7683  4.0431  6.922  -0.1599  -0.1018  -0.2818
Si  9.4867  1.3631  6.9355  -0.0964  -0.1232  -0.3781
Si  6.8216  9.4831  6.9331  -0.0489  -0.0553  -0.3307
Si  9.5241  6.7583  6.9326  -0.0695  -0.064  -0.1786
Si  -0.0493  -0.0187  8.2495  -0.0292  -0.0298  -0.1799
Si  2.6636  2.7087  8.3189  -0.0029  -0.0355  -0.1755
Si  -0.0235  5.3846  8.3171  -0.0104  -0.0005  -0.1802
Si  2.6377  8.1117  8.2824  -0.0176  -0.0219  -0.1896
Si  5.4418  -0.0476  8.2527  -0.0188  -0.0045  -0.168
Si  8.11  2.6904  8.3154  -0.0037  -0.0032  -0.1919
Si  5.3767  5.4057  8.2392  -0.0127  -0.0224  -0.1794
Si  8.1665  8.1006  8.3052  -0.0087  -0.0067  -0.1832
Si  1.2333  1.3505  9.6369  0.005  0.0065  -0.017
Si  4.0059  4.1147  9.6526  0.0037  0.0128  -0.0123
Si  1.2854  6.7578  9.7111  0.0024  0.0046  -0.0344
Si  4.0474  9.4703  9.5432  0.0171  0.0056  -0.0119
Si  6.7699  1.2833  9.665  -0.002  -0.0111  -0.018
Si  9.4907  4.0288  9.6791  0.0016  0.0061  -0.021
Si  6.7706  6.6865  9.5945  -0.004  0.0068  -0.0234
Si  9.5452  9.4839  9.637  0.0055  0.0067  -0.0178
Si  -0.1736  2.6095  11.1171  0.0006  -0.0098  -0.0045
Si  2.6532  -0.0449  10.8227  -0.0036  -0.007  -0.013
Si  -0.0562  8.1409  11.0855  -0.0032  0.003  -0.0099
Si  2.6201  5.4104  11.1109  0.0105  -0.003  -0.0095
Si  5.3697  2.7085  10.9156  -0.0045  -0.0005  -0.0167
Si  8.1628  -0.1169  11.0127  -0.0007  -0.0007  -0.0128
Si  5.3586  8.0336  10.8581  -0.0065  0.0008  -0.0021
Si  8.1166  5.3702  11.0222  -0.0064  -0.0032  -0.0036
Si  1.1585  4.0355  12.4413  -0.0037  0.0042  0.0125
Si  3.8785  1.4079  12.1462  -0.0035  -0.0009  0.0128
Si  1.4835  9.4839  12.3079  0.0048  0.0041  0.0125
Si  4.0785  6.7913  12.3941  0.0073  -0.0017  0.0099
Si  6.8341  3.8518  12.3306  -0.0012  0.0039  0.0137
Si  9.4001  1.1475  12.588  0.0036  -0.0005  0.008
Si  6.6751  9.4016  12.189  -0.0069  0.001  0.0107
Si  9.2441  6.9348  12.4205  0.0042  -0.0049  0.0104
Si  0.3078  0.0207  13.7005  0.0018  -0.0113  0.0186
Si  2.3366  2.3852  13.6387  0.0031  0.0012  0.0161
Si  -0.1574  5.6465  13.5915  0.0008  0.0054  0.0221
Si  3.2405  8.6448  13.7023  -0.0064  -0.0031  0.0123
Si  5.2898  -0.0089  13.258  0.0001  -0.0026  0.0177
Si  7.5742  2.0822  13.8549  0.001  0  0.0253
Si  5.6598  5.4345  13.4979  -0.0037  -0.006  0.0145
Si  7.4763  7.9426  13.8744  -0.0125  0.002  0.0206
Si  -1.4226  15.2802  18.5268  0.0013  -0.0084  0.0644
Si  2.1043  6.427  31.0276  0.0061  -0.0035  0.0472
Si  -27.3975  18.8675  29.0472  -0.0021  -0.0025  0.0374
Si  -11.7537  2.0971  30.1323  0.0005  -0.0067  0.0381
Si  1.9087  6.7711  15.2666  -0.0092  -0.0116  0.0365
Si  -8.7702  -3.9965  20.7052  0.0058  0.003  0.0505
Si  -4.4652  2.8407  27.1582  0.0007  -0.0016  0.0394
Si  16.5791  0.6395  17.8272  -0.0142  -0.0024  0.0531
Si  -2.3131  -0.5651  22.2475  -0.0046  -0.006  0.0558
Si  -17.9212  8.7521  22.3485  -0.0042  -0.004  0.0507
Si  -9.3666  8.5875  27.6256  -0.0058  -0.0019  0.0461
Si  21.1792  -15.485  16.3261  -0.0078  0.0004  0.0585
Si  -6.0426  11.0658  20.5847  -0.0056  0.0024  0.054
Si  3.8233  13.0891  22.308  -0.0048  0.0001  0.0381
Si  -13.2728  9.34  19.4691  0.004  0.0087  0.0609
Si  -6.4151  4.8166  20.7045  -0.0008  0.0143  0.0524
Si  -21.479  -13.2639  19.0599  0.0076  -0.0043  0.0541
Si  -0.2349  10.9364  20.2671  -0.001  0.0082  0.038
Si  14.6232  -6.6108  15.4808  0  0.0033  0.0752
Si  -9.7079  6.0814  23.5035  0.001  0.0092  0.0437
Si  -5.6133  19.827  26.085  -0.0051  0.0051  0.0446
Si  -19.7108  12.7637  30.3599  -0.0114  0.0069  0.0385
Si  -7.3945  10.2928  29.47  -0.0046  0.0017  0.0367
Si  7.8264  -2.6915  24.2735  -0.0063  -0.0065  0.0564
Si  -12.0862  12.4735  33.0173  -0.0024  0.0028  0.0425
Si  9.6923  4.4938  23.6674  -0.0078  0.0026  0.04
Si  -0.6844  -1.6011  16.2645  0.0017  -0.0025  0.051
Si  1.362  3.3142  23.0684  -0.0016  0.005  0.051
Si  -24.9997  2.6448  17.0001  0.0016  0.0032  0.0552
Si  -25.294  9.5447  16.6797  -0.0023  0.0115  0.0658
Si  -7.1679  3.1804  27.96  -0.0105  0.0023  0.0374
Si  -4.0377  26.4716  25.005  -0.0034  0.0003  0.0521
Si  15.9278  3.5054  17.8918  0.0013  -0.0002  0.0649
Si  -2.4326  6.5197  26.5825  0.0053  0.0005  0.0498
Si  -15.1622  12.5943  22.1595  -0.0021  0.0028  0.0372
Si  4.7059  22.5212  27.0302  -0.0033  0.0052  0.0383
Si  -2.4244  3.8241  21.1295  -0.0018  0.0056  0.0532
Si  -23.8573  -6.5936  28.3259  0.007  -0.0074  0.0428
Si  -18.7779  16.8799  28.2789  -0.0038  -0.0008  0.0361
Si  5.8927  -4.4582  22.771  0.0104  0.0072  0.0435
Si  8.7961  -0.3557  31.0395  -0.0067  0.0024  0.0423
Si  -11.1773  8.1957  29.9897  0.0016  0.0059  0.0365
Si  0.1337  13.7548  20.3499  0.006  -0.0006  0.0454
Si  -9.3627  -6.9461  32.829  -0.0009  0.0011  0.048
Si  -15.0408  -1.5717  32.7265  -0.0005  -0.0003  0.0421
Si  7.9874  6.8668  29.3329  0.0021  -0.0002  0.0338
Si  -19.1403  8.4634  24.9596  0.0001  0.0051  0.056
Si  -17.3971  18.1176  32.8354  0.0013  -0.0013  0.0407
O  0.0979  -13.3418  28.4116  0.0089  0.0015  -0.0244
O  -1.4675  5.2989  27.1638  -0.0028  0.008  -0.0217
O  -2.2947  2.3707  33.8549  0.0108  -0.0073  -0.0207
O  2.3477  -1.278  28.5594  -0.003  -0.0046  -0.0175
O  -2.9618  8.5501  33.5193  -0.0083  0.0047  -0.0199
O  -9.8765  7.6311  30.8116  -0.0056  0.0028  -0.0097
O  -8.0549  11.3139  30.5681  0.0049  -0.0045  -0.0099
O  -0.3157  5.7908  24.0592  0.0032  -0.0006  -0.0119
O  -10.3017  23.163  19.9107  -0.0014  -0.0034  -0.0152
O  2.2066  -5.2626  29.6389  0.0049  -0.002  -0.0331
O  -1.275  6.6565  34.3291  -0.0026  0.0022  -0.0106
O  6.0846  10.5256  33.6137  0.006  -0.0078  -0.0179
O  -5.9104  -0.2198  19.0236  0.0099  0.0044  -0.0418
O  -20.1293  9.1421  26.0864  0.0084  -0.0014  -0.0334
O  -22.6431  2.4968  31.7144  0.0033  0.0026  -0.0288
O  -14.6267  3.1979  21.8199  0.004  0.0019  -0.0145
O  -0.786  5.2477  15.0848  0.0029  -0.0056  -0.0374
O  -5.886  4.0155  19.4113  0.0062  -0.0131  -0.0486
O  -3.1604  0.7257  22.7749  -0.0002  0.0014  -0.0055
O  -5.741  -17.2418  14.7611  0.0081  0.008  -0.0254
O  -9.6051  23.0285  14.1661  0.0008  0.0011  -0.0097
O  -1.1732  7.7558  15.9292  -0.0039  -0.0026  -0.0265
O  -13.4082  15.1642  24.5564  0.0136  0.0002  -0.0331
O  4.4345  9.0581  29.9598  0.0016  -0.0006  -0.0171
O  1.2443  18.1332  19.3844  -0.0118  0.009  -0.0318
O  10.0571  10.8094  21.7848  0.008  0.0024  -0.0303
O  5.2386  12.6894  23.0408  0.0004  -0.0012  -0.014
O  7.8992  2.445  15.4135  -0.0008  -0.0031  -0.0606
O  6.7078  6.5273  14.0995  -0.0001  0.0047  -0.0115
O  3.0953  2.8844  14.9967  -0.0084  -0.009  -0.0291
O  18.1303  -2.3093  15.3834  0.0084  -0.0185  -0.0531
O  4.311  9.8304  14.0945  -0.0003  -0.0028  -0.014
O  -9.1089  2.7908  31.68  0.0039  -0.0106  -0.0283
O  -12.263  -8.2809  20.9102  0.005  -0.0011  -0.0212
O  9.594  5.74  17.6597  0.0066  0.0124  -0.034
O  3.917  -6.572  17.0746  -0.0096  0.004  -0.027
O  -2.5536  15.4612  19.6978  0.0065  0.0036  -0.034
O  -2.2204  -1.5398  23.5299  0.0037  0.016  -0.0279
O  12.0201  -7.4535  21.4637  -0.0109  -0.0016  -0.0305
O  2.9037  19.106  21.1711  -0.0077  -0.003  -0.0253
O  1.0032  -4.3714  16.5781  0.0079  0.0007  -0.0193
O  -4.8783  10.4507  16.6423  0.005  -0.0105  -0.0222
O  13.6815  5.473  15.0223  -0.0003  0.0019  -0.0119
O  -3.0046  5.2472  29.2648  0.003  -0.0037  -0.0091
O  1.8675  7.1677  24.4222  -0.0066  -0.0124  -0.0157
O  10.7342  3.2105  23.7109  0.0026  -0.0013  -0.0089
O  13.6534  8.1271  15.2058  0.0057  0.0036  -0.0247
O  -13.8638  14.0581  27.6135  -0.0077  -0.0015  -0.0171
O  -10.5804  -1.7853  17.5373  -0.0085  0.0065  -0.0455
O  6.3531  11.8722  14.0499  -0.0027  -0.0032  -0.0138
O  -16.0924  5.7414  21.3105  -0.0081  -0.0091  -0.0241
O  -6.1852  12.8065  17.6567  0.002  0.0046  -0.0126
O  -1.0622  3.4337  29.2351  -0.0092  0.0147  -0.0178
O  4.8251  -11.9463  21.6301  0.0038  0.0149  -0.0209
O  0.0627  -0.8966  15.0353  0.0056  0.017  -0.0378
O  -2.6762  -3.4061  27.8451  0.0012  -0.0027  -0.0301
O  -1.7306  4.8267  22.1736  -0.0055  -0.0066  -0.0297
O  -7.2586  1.1676  21.0504  0.0025  -0.007  -0.022
O  7.176  1.3576  17.8918  0.0036  0.0052  -0.0245
O  -12.6983  11.074  32.5277  -0.0038  -0.0062  -0.0201
O  -16.2024  8.2359  32.4773  0.0006  0.0011  -0.0049
O  -26.9989  -2.2106  27.6297  0.0003  0.0059  -0.0327
O  -7.6377  18.8387  33.7215  0.0098  -0.0056  -0.0227
O  -7.2208  12.8897  26.8114  0.0026  -0.0035  -0.0135
O  -12.1461  19.04  19.4384  0.0025  -0.0007  -0.0169
O  -25.2193  -1.8401  18.2657  -0.0087  0.0017  -0.0467
O  -10.0924  -1.169  20.0174  -0.0035  -0.0077  -0.0198
O  11.8225  -4.0495  13.9682  -0.0054  -0.007  -0.019
O  -12.9312  -3.4435  25.3108  -0.0036  0.0126  -0.0317
O  -5.0262  5.2231  23.8508  -0.0074  0.0119  -0.026
O  12.0228  17.3763  21.9343  0.0067  0.01  -0.0358
O  12.8882  15.5771  23.6238  0.0005  -0.0037  -0.0143
O  -23.3189  7.1754  30.1598  -0.0073  -0.0042  -0.0116
O  -28.0449  10.4343  25.969  0.002  -0.0086  -0.0162
O  -3.544  -1.06  31.2811  0.0049  0.0025  -0.0229
O  -10.8746  3.9881  19.1867  -0.0091  0.0102  -0.031
O  -9.2241  -5.4939  32.1596  0.0021  0.0089  -0.024
O  4.0132  14.6006  21.781  0.0033  0.0087  -0.0244
O  9.0667  -7.7303  17.5793  -0.0123  -0.0086  -0.0246
O  -27.9568  7.5052  22.9365  -0.0026  0.0026  -0.012
O  -18.8449  2.7348  29.2955  0.0133  0.0069  -0.0265
O  -19.657  7.0861  27.4958  0.0008  0.0057  -0.0161
O  -1.5158  10.7204  19.2695  -0.0069  -0.005  -0.0266
O  5.3197  -7.5033  28.2316  0.0048  -0.0026  -0.0166
O  -12.9114  -0.7052  16.4935  0.0012  -0.0015  -0.0304
O  -7.8682  -1.5415  23.6278  0.0075  0.0032  -0.0356
O  -4.3295  8.7813  25.1146  0.013  -0.0018  -0.0276
O  -8.388  2.1645  23.265  0.0035  -0.0008  -0.0212
O  -5.9094  -4.9492  33.6254  -0.0056  0.0076  -0.0186
O  -6.6992  12.2884  34.43  -0.0002  -0.0025  -0.0135
O  -15.1796  7.496  29.8459  -0.0004  0.0009  -0.0214
O  -21.6826  1.1067  33.8699  -0.0058  0.0056  -0.0193
O  -14.4873  18.088  23.0942  -0.0053  -0.0031  -0.0144
O  -18.6294  15.4977  27.4512  0.0018  -0.0019  -0.0131
O  -4.7523  -18.3317  25.6831  0.0033  0.0115  -0.025
O  -3.0041  9.5157  20.9771  0.0022  -0.0061  -0.0375
O  -18.1736  -4.0085  31.4586  -0.0085  -0.0008  -0.019
O  0.5974  1.5138  29.7567  0.0013  -0.0008  -0.0131
O  -4.3738  -7.1178  17.2644  0.0038  -0.0012  -0.0196
O  -6.8489  7.9925  25.6457  -0.0056  -0.0005  -0.0173
O  -2.0071  0.9204  30.0011  0.0017  0.0054  -0.0127
O  1.437  9.6843  34.4581  0.0011  -0.0007  -0.0063
O  -15.5317  23.0266  26.9956  0.0004  0.0003  -0.0136
O  -18.5841  16.6232  20.346  0.0008  -0.0021  -0.0177
O  -4.0817  4.1556  34.476  -0.0003  0.0009  -0.008
O  4.4467  0.2989  28.5481  0.0066  0.0048  -0.0251
O  -11.751  9.5661  30.6189  0.0068  -0.0084  -0.0205
O  0.1888  15.1772  33.7574  0.0081  -0.0055  -0.02
O  -6.4714  6.6556  28.667  0.0001  -0.0009  -0.0118
O  -14.7385  16.724  26.151  -0.004  -0.0035  -0.026
O  -15.5713  1.0497  20.745  -0.0045  -0.0037  -0.0247
O  -8.235  14.4181  33.8979  -0.0096  0.0048  -0.0221
H  -0.8447  1.9005  44.0114  0.2805  0.3072  -0.2933
H  0.812  3.5307  44.0114  -0.2689  -0.3571  -0.2463
H  3.5331  0.8147  43.9913  -0.3277  -0.3416  -0.2449
H  1.8903  -0.8295  43.9913  0.2948  0.2409  -0.2952
H  -0.8245  7.3085  43.9838  0.2908  0.2759  -0.3008
H  0.8021  8.9689  43.9838  -0.294  -0.2959  -0.2339
H  1.8829  4.6073  44.0009  0.2826  0.3164  -0.2909
H  3.5143  6.2631  44.0009  -0.3069  -0.2981  -0.2375
H  4.5944  1.8787  43.9856  0.3245  0.304  -0.2974
H  6.2433  3.5169  43.9856  -0.3023  -0.3106  -0.2333
H  7.359  -0.8513  44.0099  0.2855  0.2819  -0.2916
H  8.9715  0.8228  44.0099  -0.2803  -0.3553  -0.2318
H  6.2734  8.9565  44.0073  -0.3284  -0.2755  -0.2487
H  4.6007  7.3426  44.0073  0.3036  0.2638  -0.2896
H  7.3243  4.5951  43.9923  0.2925  0.2784  -0.299
H  8.9801  6.2264  43.9923  -0.3176  -0.2844  -0.2431
H  0.5273  3.2458  6.0049  0.2824  0.3037  0.2507
H  2.1666  4.8937  6.0049  -0.3098  -0.2946  0.2882
H  3.2435  0.5193  6.0161  0.2618  0.3168  0.2767
H  4.885  2.1649  6.0161  -0.3849  -0.2465  0.2873
H  2.1612  10.3235  5.9789  -0.2427  -0.3247  0.2778
H  0.5182  8.6794  5.9789  0.2506  0.3586  0.2207
H  3.2258  5.9686  5.9871  0.3347  0.3251  0.1969
H  4.8739  7.6073  5.9871  -0.3481  -0.1822  0.2893
H  5.9474  3.2204  5.9895  0.3981  0.2859  0.2095
H  7.5931  4.862  5.9895  -0.2628  -0.257  0.3042
H  8.6846  0.5221  6.0031  0.229  0.4018  0.2158
H  10.3221  2.1711  6.0031  -0.3163  -0.2439  0.288
H  5.9835  8.6779  6.0007  0.3378  0.2277  0.2516
H  7.6319  10.3162  6.0007  -0.2262  -0.3684  0.2716
H  10.337  7.589  6.0002  -0.2306  -0.3375  0.2937
H  8.6931  5.9459  6.0002  0.3029  0.2634  0.2607

Results
free energy: -161602.810 eV
free energy less fixed offsets of H -15.71, O -570.45, Si -639.56 eV per atom: 3.430 eV

The program warned: the cutoff lies below the one the program advises for these potential files; the forces do not sum to zero within the program's tolerance; empty levels may hold ghost states of the PAW files; the exchange-correlation potential is rough where the density is thin.
